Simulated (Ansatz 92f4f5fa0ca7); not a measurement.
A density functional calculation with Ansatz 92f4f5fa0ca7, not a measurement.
Periodic cell of 444 atoms, Si288O156, from a study of silicon, its oxide and their interface. The atomic structure is a simulated model.
Doubt: the cutoff is far below the 930 eV that the study's wrapper takes by default for these files, so forces and energies are approximate.

Settings: functional PBE; potential files Ansatz PAW; basis plane waves; wave-function cutoff 580 eV; density cutoff ratio 5; exchange-correlation grid ratio 1; k mesh 1 x 1 x 1, Gamma-centred; self-consistency stop 5e-08 eV per atom in the density residual; occupations fixed; spin none; net charge 0.

Cell vectors (angstrom)
a 15.4687 0 0
b 0 15.4687 0
c 0.2806 1.4845 34.4483

Atoms and the computed forces on them: element, x, y, z (angstrom), force x, y, z (eV/angstrom)
Si 0.3674 2.1928 25.36 0.2097 -0.7662 -0.3066
Si 0.2764 4.6456 25.53 0.1082 0.7954 -0.0868
Si 0.2485 9.3035 25.7205 0.0426 0.1703 -0.3239
Si 0.3356 -3.0256 25.4891 0.2515 -0.0746 -0.2735
Si 4.2368 2.2348 25.6602 -0.0252 0.0315 0.1224
Si 4.2075 4.6803 25.6722 0.0081 -0.3149 -0.1817
Si 4.1896 9.0117 26.0869 0.0492 0.2414 -0.1475
Si 3.9701 -2.01 25.4896 -0.2638 -0.1372 0.2801
Si 8.032 1.0966 25.5346 -0.1528 -0.1363 -0.3031
Si 7.9484 6.3365 25.631 -0.1699 -0.72 -0.2361
Si 8.0015 8.7796 25.737 0.0095 0.6661 -0.1662
Si 7.8305 -2.0365 25.7183 -0.2663 -0.0574 -0.2148
Si -3.5642 2.3023 25.3065 -0.1623 -0.7961 -0.3586
Si -3.6834 4.7636 25.4681 -0.105 0.9277 -0.1619
Si -3.5532 9.3879 25.6866 -0.0855 0.1687 -0.3896
Si -3.1924 -3.0064 25.2705 0.0063 -0.0713 0.0476
Si 2.2277 1.5731 26.8148 -0.0017 0.1524 0.0829
Si 2.2003 5.1723 26.9 -0.0866 0.1239 -0.0237
Si 2.1329 9.0591 27.1474 0.0558 -0.0037 -0.1421
Si 2.1759 -2.5169 26.9066 -0.0884 0.0268 -0.1781
Si 6.1107 1.5827 26.9237 0.2448 -0.0035 -0.003
Si 6.0888 5.4413 26.8959 0.2358 0.0723 0.1755
Si 6.1971 9.3018 27.1776 -0.0964 -0.1042 -0.1598
Si 5.8887 -2.1976 26.9577 -0.0594 -0.095 -0.139
Si 10.0415 1.5493 26.7348 -0.0596 0.0686 0
Si 9.8826 5.3997 26.8087 0.0228 -0.0297 -0.0009
Si 9.9333 9.2317 26.9715 0.2103 -0.0672 0.0124
Si 9.7882 -2.3382 26.93 0.253 0.0561 -0.1653
Si -1.6405 1.5771 26.5967 0.1346 0.1301 0.1144
Si -1.6965 5.2269 26.7854 0.0063 -0.1277 -0.0031
Si -1.6666 9.1651 27.0458 0.0032 -0.0335 -0.0592
Si -1.5605 -2.536 26.873 -0.0295 0.0736 -0.2259
Si 2.2027 3.3581 28.3699 0.0252 -0.1496 0.0457
Si 2.1629 7.1035 28.3519 -0.0693 -0.1338 -0.0409
Si 2.2257 11.0871 28.3629 0.0107 0.0192 0.0175
Si 2.1479 -0.4564 28.1645 0.0575 0.0369 -0.0089
Si 6.201 3.4999 28.2922 -0.0077 -0.0168 0.0215
Si 6.0565 7.289 28.3951 0.0031 -0.0225 0.0829
Si 6.0727 11.2979 28.3467 0.0446 0.205 -0.0758
Si 6.0078 -0.3247 28.3396 0.0224 0.0456 0.1345
Si 9.8812 3.4409 28.2026 0.0188 0.0077 0.0084
Si 10.0067 7.2622 28.2855 0.026 0.0888 0.0975
Si 9.9337 11.1859 28.2946 -0.061 0.0536 0.0079
Si 10.0108 -0.3661 28.2155 0.0118 -0.0449 0.1729
Si -1.6705 3.349 28.2335 -0.0318 0.055 0.0971
Si -1.6659 7.1628 28.2417 0.0182 -0.0512 0.0022
Si -1.6376 11.1143 28.352 0.0428 0.004 0.2904
Si -1.6496 -0.4191 28.0599 -0.0248 -0.1354 -0.04
Si 0.2407 3.4055 29.6799 0.0363 0.0783 -0.1292
Si 0.23 7.2413 29.6638 0.0454 -0.0661 0.0679
Si 0.2902 11.149 29.7039 -0.0429 0.0227 -0.0323
Si 0.2307 -0.4305 29.5774 0.0918 0.0048 -0.0666
Si 4.2047 3.4227 29.6527 -0.0734 -0.0253 -0.1284
Si 4.1033 7.2619 29.701 0.0687 0.126 -0.0358
Si 4.1587 11.1547 29.6995 -0.0575 -0.0521 -0.0245
Si 4.0556 -0.4278 29.6556 0.0567 -0.0453 -0.1425
Si 8.0564 3.4208 29.6965 -0.0128 -0.0085 -0.0626
Si 8.0514 7.2699 29.6688 -0.0608 -0.0972 -0.0562
Si 8.0167 11.185 29.6763 0.0012 0.0597 0.039
Si 8.0359 -0.4169 29.6246 -0.0788 -0.0446 -0.0968
Si -3.6253 3.4166 29.6123 0.0568 -0.026 -0.1124
Si -3.557 7.2623 29.6638 -0.0685 0.0377 0.0315
Si -3.6012 11.158 29.6737 0.0749 -0.0006 -0.0332
Si -3.5279 -0.4383 29.5952 -0.1198 0.0009 -0.0481
Si 0.2806 1.4845 31.0296 -0.1777 -0.2075 -0.1413
Si 0.2806 5.3517 31.0296 -0.2737 -0.1801 0.219
Si 0.2806 9.2189 31.0296 -0.0257 -0.2956 -0.0075
Si 0.2806 -2.3827 31.0296 -0.1141 0.3419 -0.2259
Si 4.1477 1.4845 31.0296 -0.0779 0.1203 0.0231
Si 4.1477 5.3517 31.0296 0.0682 -0.2449 0.2367
Si 4.1477 9.2189 31.0296 -0.0837 -0.1225 0.1581
Si 4.1477 -2.3827 31.0296 -0.1497 0.2593 0.0169
Si 8.0149 1.4845 31.0296 0.0869 -0.0822 0.0745
Si 8.0149 5.3517 31.0296 0.2326 0.0473 0.2203
Si 8.0149 9.2189 31.0296 -0.0112 0.0183 -0.1381
Si 8.0149 -2.3827 31.0296 0.1768 0.3996 -0.046
Si -3.5866 1.4845 31.0296 0.0339 -0.0057 -0.3787
Si -3.5866 5.3517 31.0296 0.0028 -0.2174 -0.0837
Si -3.5866 9.2189 31.0296 0.0671 -0.103 -0.1027
Si -3.5866 -2.3827 31.0296 0.0979 0.2504 -0.2293
Si 1.933 0.0208 3.412 -0.0189 -0.0401 0.0199
Si 1.9375 3.8466 3.4074 -0.0069 0.0428 0.0166
Si 1.9342 7.7605 3.4097 -0.0036 -0.0352 0.0139
Si 1.9333 -3.8915 3.4058 0.0112 0.0433 0.0263
Si 5.8047 0.0314 3.4084 0.0119 -0.0368 0.0126
Si 5.8069 3.86 3.4145 -0.0005 0.0338 0.0249
Si 5.8053 7.7627 3.4117 0.0086 -0.0358 0.0225
Si 5.8015 -3.8958 3.4036 -0.0003 0.0337 0.0129
Si 9.6731 0.0274 3.4186 -0.0107 -0.0483 0.0301
Si 9.6687 3.8587 3.4253 -0.0094 0.0403 0.047
Si 9.6679 7.753 3.4228 0.0067 -0.0249 0.0542
Si 9.6714 -3.901 3.413 -0.0004 0.0267 0.0353
Si -1.9354 0.0122 3.4242 -0.015 -0.0428 0.0501
Si -1.9397 3.8429 3.4196 -0.0045 0.0441 0.0338
Si -1.9401 7.7587 3.4195 0.0194 -0.0392 0.0328
Si -1.9366 -3.8905 3.4179 0.0166 0.0356 0.0524
Si 1.9451 1.9368 4.8207 0.0075 -0.0034 -0.0093
Si 1.9515 5.8034 4.7139 -0.0195 -0.0085 0.0735
Si 1.9307 9.6727 4.8234 0.0014 -0.0039 0.0037
Si 1.928 -1.9405 4.7183 0.0026 -0.0106 0.0798
Si 5.8184 1.9481 4.8222 -0.0049 -0.0043 -0.0048
Si 5.8276 5.8175 4.7351 -0.0248 0.0115 0.0902
Si 5.8065 9.6704 4.8289 -0.0118 0.0044 0.0118
Si 5.8044 -1.9368 4.6954 0.0037 -0.0161 0.0654
Si 9.6794 1.9453 4.8404 0.0013 -0.0072 -0.0331
Si 9.661 5.8107 4.767 0.0121 -0.0123 0.081
Si 9.6643 9.6612 4.8467 -0.0024 0.0064 0.0082
Si 9.696 -1.9433 4.715 -0.021 0.0091 0.0633
Si -1.9333 1.9278 4.8411 0.0014 0.0061 -0.0328
Si -1.966 5.8016 4.7346 0.0266 0.0094 0.0711
Si -1.9491 9.671 4.8425 0.0072 0.0046 -0.008
Si -1.9314 -1.9462 4.7535 0.0011 0.0096 0.0674
Si 0.0164 1.9182 6.2056 -0.0252 -0.0013 0.0346
Si -0.0015 5.7855 6.0312 0.0104 -0.019 -0.2129
Si -0.0035 9.6719 6.2089 -0.005 0.0274 0.0213
Si 0.0134 -1.9594 6.1031 0.0215 -0.0329 -0.0744
Si 3.8862 1.9532 6.1973 -0.0125 0.0218 0.014
Si 3.8907 5.827 6.068 0.0215 0.0156 -0.1943
Si 3.8678 9.683 6.2022 0.0014 -0.0048 0.0004
Si 3.8741 -1.921 6.0408 0.0046 0.0017 -0.2109
Si 7.7451 1.9544 6.2193 0.0048 0.0598 0.0772
Si 7.732 5.8337 6.1454 -0.0131 0.0121 -0.0191
Si 7.7271 9.6688 6.2379 0.0188 -0.0237 0.0298
Si 7.7464 -1.9553 6.0232 -0.0039 -0.0178 -0.2014
Si -3.8624 1.9319 6.2413 -0.0023 0.0238 0.045
Si -3.882 5.8127 6.1394 -0.0061 0.0124 -0.1189
Si -3.8792 9.6646 6.2522 0.0167 0.0024 0.0033
Si -3.8665 -1.9604 6.1141 -0.0073 -0.0274 -0.1334
Si 0.0576 -0.0756 7.5188 -0.0172 0.0256 0.1916
Si 0.0224 3.9308 7.468 -0.0001 -0.0392 0.2051
Si -0.0132 7.6473 7.4373 -0.0025 0.0423 0.2357
Si -0.0123 -3.8301 7.5697 0.0104 -0.0234 0.1894
Si 3.9004 -0.0556 7.4614 0.0263 0.0344 0.1618
Si 3.9133 3.9602 7.4832 -0.0104 -0.0261 0.1484
Si 3.8741 7.6942 7.5031 -0.0439 0.0176 0.1498
Si 3.8631 -3.7747 7.4673 0.0015 -0.0316 0.1583
Si 7.753 -0.0958 7.4201 0.0054 0.0653 0.2051
Si 7.7412 3.9486 7.5782 0.0109 -0.0235 0.1576
Si 7.7091 7.7159 7.6199 -0.0116 0.0111 0.1987
Si 7.7372 -3.7859 7.492 -0.0312 -0.0433 0.2246
Si -3.8452 -0.0799 7.5255 -0.0157 -0.0179 0.1653
Si -3.8594 3.9274 7.5671 -0.0076 0.0129 0.1381
Si -3.9058 7.6951 7.5903 0.0449 -0.0536 0.17
Si -3.8958 -3.828 7.5811 -0.0142 0.0149 0.1696
Si 2.0261 -0.369 8.8526 -0.0201 -0.1036 0.2487
Si 1.9739 4.2874 8.7693 -0.0313 0.0701 0.2896
Si 1.913 7.3566 8.7733 -0.0495 -0.0815 0.2621
Si 1.9705 -3.4652 8.8476 -0.0097 0.0828 0.2599
Si 5.8399 -0.376 8.7734 0.0395 -0.0545 0.2873
Si 5.7863 4.2872 8.9116 0.0071 0.0457 0.222
Si 5.7314 7.4087 8.9508 -0.0077 -0.117 0.1722
Si 5.7887 -3.4426 8.7915 0.0337 0.0677 0.2726
Si -5.8224 -0.42 8.7918 -0.0084 -0.0188 0.201
Si -5.7838 4.2979 8.9241 -0.0168 0.0379 0.1734
Si -5.8268 7.4252 9.003 0.0225 -0.1173 0.1845
Si -5.8512 -3.5087 8.9233 0.0044 0.1403 0.2667
Si -1.8869 -0.4264 8.8259 0.0156 -0.0562 0.2282
Si -1.881 4.2439 8.8449 0.0209 0.1138 0.2759
Si -1.9091 7.3346 8.8227 0.0245 -0.0662 0.1884
Si -1.9663 -3.527 8.9307 0.0304 0.1534 0.212
Si 4.0751 0.6541 23.9458 -0.0424 0.2058 -0.0155
Si 2.2141 1.4845 32.3968 0.0426 0.079 -0.0086
Si 2.2141 5.3517 32.3968 0.0042 -0.0847 -0.0084
Si 2.2141 9.2189 32.3968 0.0183 -0.0072 0.0163
Si 2.2141 -2.3827 32.3968 0.0348 0.0715 0.0035
Si 6.0813 1.4845 32.3968 0.0026 -0.0839 -0.0129
Si 6.0813 5.3517 32.3968 -0.0208 -0.0177 -0.0012
Si 6.0813 9.2189 32.3968 -0.0136 -0.0713 -0.0058
Si 6.0813 -2.3827 32.3968 0.0056 0.0974 -0.0259
Si -5.5202 1.4845 32.3968 -0.0325 -0.0778 0.0007
Si -5.5202 5.3517 32.3968 -0.0349 -0.0311 0.0203
Si -5.5202 9.2189 32.3968 0.017 0.0037 -0.0051
Si -5.5202 -2.3827 32.3968 -0.0336 0.1323 -0.0051
Si -1.653 1.4845 32.3968 0.0203 0.0309 0.0048
Si -1.653 5.3517 32.3968 0.0454 -0.1063 0.0308
Si -1.653 9.2189 32.3968 -0.0041 0.0234 0.0134
Si -1.653 -2.3827 32.3968 -0.0043 0.0137 0
Si 2.2141 3.4181 33.7641 -0.0649 0.0136 0.0238
Si 2.2141 7.2853 33.7641 0.0159 0.0056 0.0011
Si 2.2141 -4.3162 33.7641 -0.0718 -0.0227 0.0009
Si 2.2141 -0.4491 33.7641 0.0048 -0.0071 0.002
Si 6.0813 3.4181 33.7641 -0.0052 0.0068 0.0016
Si 6.0813 7.2853 33.7641 0.0246 -0.0047 0.016
Si 6.0813 -4.3162 33.7641 -0.0049 -0.0098 -0.0266
Si 6.0813 -0.4491 33.7641 0.0167 0.0174 0.0165
Si -5.5202 3.4181 33.7641 0.0494 0.0202 0.0065
Si -5.5202 7.2853 33.7641 0.0107 -0.0281 0.0077
Si -5.5202 -4.3162 33.7641 0.0409 0.002 -0.0218
Si -5.5202 -0.4491 33.7641 0.0253 0.0045 0.0194
Si -1.653 3.4181 33.7641 -0.0178 0.0376 0.0256
Si -1.653 7.2853 33.7641 -0.0416 -0.0151 -0.007
Si -1.653 -4.3162 33.7641 0.0141 -0.0142 -0.0003
Si -1.653 -0.4491 33.7641 -0.0398 0.007 0.0041
Si 0 1.9336 0.683 -0.0255 0.0056 -0.03
Si 0 5.8008 0.683 -0.0117 -0.0013 0.0233
Si 0 -5.8008 0.683 -0.0087 0.0095 -0.0345
Si 0 -1.9336 0.683 -0.0081 0.0119 0.0285
Si 3.8672 1.9336 0.683 0.012 -0.0122 -0.0457
Si 3.8672 5.8008 0.683 -0.0048 -0.0103 0.0218
Si 3.8672 -5.8008 0.683 -0.0036 0.0138 -0.053
Si 3.8672 -1.9336 0.683 0.0202 0.0008 0.0196
Si 7.7343 1.9336 0.683 0.0241 -0.0346 -0.044
Si 7.7343 5.8008 0.683 0.0067 -0.0027 0.0219
Si 7.7343 -5.8008 0.683 0.0258 0.01 -0.0499
Si 7.7343 -1.9336 0.683 0.014 -0.0108 0.0277
Si -3.8672 1.9336 0.683 -0.0032 -0.0324 -0.0324
Si -3.8672 5.8008 0.683 0.0156 0.033 0.0328
Si -3.8672 -5.8008 0.683 0.0114 0.0027 -0.0341
Si -3.8672 -1.9336 0.683 -0.0249 0 0.0376
Si 0 0 2.0503 -0.0392 0.1396 0.0091
Si 0 3.8672 2.0503 -0.0444 -0.1086 0.011
Si 0 7.7343 2.0503 -0.052 0.1287 0.0036
Si 0 -3.8672 2.0503 -0.0508 -0.1519 -0.0336
Si 3.8672 0 2.0503 0.007 0.1351 -0.0333
Si 3.8672 3.8672 2.0503 0.0579 -0.1067 -0.0392
Si 3.8672 7.7343 2.0503 0.0215 0.1343 -0.0362
Si 3.8672 -3.8672 2.0503 -0.005 -0.1614 -0.0944
Si 7.7343 0 2.0503 0.0626 0.1451 -0.0278
Si 7.7343 3.8672 2.0503 0.0597 -0.1037 -0.0099
Si 7.7343 7.7343 2.0503 0.0479 0.1352 -0.0232
Si 7.7343 -3.8672 2.0503 0.0438 -0.1373 -0.0584
Si -3.8672 0 2.0503 0.0269 0.1443 0
Si -3.8672 3.8672 2.0503 -0.0377 -0.1211 -0.0009
Si -3.8672 7.7343 2.0503 -0.0332 0.1253 0.0025
Si -3.8672 -3.8672 2.0503 0.0112 -0.15 -0.0464
Si 1.786 1.9714 10.9604 0.0472 0.1036 0.0089
Si 3.7488 -5.731 13.2758 -0.0061 -0.0586 0.2324
Si 1.6174 -5.7812 10.9629 0.0823 -0.0747 -0.0315
Si 4.0968 8.4461 15.7628 -0.0868 0.0091 -0.0858
Si -5.2056 4.0557 15.5801 -0.0037 -0.1143 -0.0159
Si 6.1562 1.9377 11.0107 -0.0906 -0.0477 0.0288
Si 0.6454 1.8733 19.6253 -0.0476 -0.1024 -0.066
Si -4.1337 -0.8819 17.951 -0.0593 -0.0718 0.0543
Si 9.2828 1.933 10.9888 0.0698 -0.039 -0.1263
Si -5.338 -5.7434 14.2273 0.1559 0.0122 0.0992
Si 9.1505 -5.7595 11.1868 0.0239 0.021 -0.1239
Si 9.1727 -0.5271 15.6913 0.0597 0.0867 -0.0061
Si -1.381 1.9072 10.9502 -0.0907 0.0157 -0.1189
Si -1.5355 -5.8274 11.0381 -0.0336 -0.0667 -0.1261
Si 4.862 3.1665 15.8175 -0.0643 -0.0488 -0.0806
Si -5.1478 1.5449 13.8654 0.0978 -0.0191 0.1116
Si 2.9015 1.9186 17.6468 0.0398 -0.1087 -0.0849
Si -2.2641 9.5584 14.0423 -0.0957 0.0706 0.1388
Si 1.3915 0.9651 22.5157 0.1225 -0.1204 -0.0896
Si 2.5917 -4.6306 15.7961 0.0556 0.0142 0.0008
Si 6.939 1.2577 17.1744 -0.0374 0.0182 0.0166
Si 5.477 5.9477 16.6862 -0.0908 -0.0553 0.0976
Si 6.378 10.1063 17.1571 -0.1034 -0.0309 0.1393
Si 2.2533 10.8902 21.2702 -0.2151 -0.0213 -0.3857
Si -2.0942 1.596 13.937 -0.0243 -0.0448 0.1049
Si 7.3829 11.01 23.6009 -0.017 0.2231 -0.1664
Si 5.9871 -5.7181 11.0681 -0.0449 0.0609 0.0027
Si -3.8575 1.7789 19.3583 -0.0372 -0.0119 -0.0671
Si -0.2365 -0.7016 15.1315 0.1014 -0.0511 0.0771
Si -5.2643 7.0301 15.7492 0.0176 0.0953 -0.0055
Si -0.5134 -3.7639 15.4584 0.0252 0.0741 0.1641
Si 8.5785 -3.5598 16.0563 0.057 -0.0458 0.1179
Si -4.0334 0.9354 22.3538 -0.2179 -0.1333 -0.1451
Si -1.6258 3.7945 18.6778 0.033 0.106 -0.0154
Si -1.3193 6.9461 18.8544 0.0136 0.1278 0.0637
Si 9.5125 -2.9691 18.9849 0.0836 -0.0814 0.1491
Si -1.8704 -3.0065 18.1394 0.061 -0.0632 0.0518
Si 0.2661 -0.9213 18.1622 0.0022 -0.0924 -0.0501
Si 4.9639 10.6783 19.9646 -0.1498 0.0274 0.0336
Si 3.9959 6.921 23.9802 0.1273 0.1565 -0.1084
Si 9.0806 3.045 18.3403 0.0393 0.005 0.0602
Si -2.0056 4.0606 15.6748 -0.0047 -0.0899 0.0109
Si 8.3972 6.7779 22.726 -0.0188 -0.0808 -0.534
Si 2.7028 -0.0424 15.2228 0.0396 0.0177 -0.051
Si 3.9282 1.8226 13.2423 0.0122 -0.0955 0.2336
Si 5.7015 7.9311 21.5322 0.1253 -0.0289 -0.4403
Si -3.5981 -4.2082 20.4094 0.1079 -0.0518 -0.0729
Si 0.5107 -2.0768 22.392 0.0088 -0.1885 -0.2656
Si -2.0937 7.0329 15.8312 0.0075 0.0936 0.1117
Si 7.205 -3.0515 21.0731 -0.1239 0.0676 -0.1324
Si 0.2692 8.3345 20.9797 -0.2049 0.3464 -0.1925
Si 4.834 -0.2293 18.9309 0.0108 -0.0294 -0.0365
Si 6.1872 -0.2364 21.7793 -0.0219 -0.0395 -0.1662
Si 0.8651 7.043 23.6619 -0.085 0.1156 -0.2328
Si 4.2343 11.0539 23.727 -0.0818 -0.0977 -0.1817
Si 8.4299 1.6817 22.527 0.0151 0.0058 -0.2742
Si 6.2677 5.8523 19.519 -0.0609 0.009 0.1968
Si -4.1096 7.1735 23.4436 0.1528 0.0997 -0.0482
Si 3.1695 -2.0765 17.3506 -0.055 0.0044 0.0089
Si -2.5823 -1.9477 22.3671 0.0061 -0.1777 -0.2665
Si 8.3527 4.391 20.8698 -0.1937 -0.0305 -0.097
Si -2.6917 8.412 21.0186 0.2452 0.2623 -0.1247
Si 7.8524 7.4723 17.5755 0.004 0.0191 0.1123
O -4.6262 -2.3072 25.6172 -0.2425 0.0355 0.3788
O 2.2266 0.6148 10.1692 -0.0139 -0.0522 -0.1414
O 1.9797 -1.9166 9.4948 -0.0116 -0.0187 -0.6329
O 2.0802 3.2895 10.0655 0.0047 -0.0227 -0.088
O 1.9299 5.8211 9.4442 0.0205 -0.0231 -0.6929
O -1.8873 5.7941 9.4845 -0.0404 0.0119 -0.6463
O 1.8834 8.3596 10.0699 0.033 0.0376 -0.0557
O 0.0482 -5.6623 11.3296 -0.0052 0.0069 0.078
O -3.6134 3.9119 15.8455 0.0134 0.0274 0.0161
O 5.8884 0.6611 10.0447 -0.0299 -0.0231 -0.0781
O 5.4612 10.5395 18.4297 0.0735 0.014 -0.1143
O 5.7132 3.3097 10.245 0.0202 0.0612 -0.1702
O 5.7559 5.8406 9.5456 0.0319 -0.0098 -0.565
O 5.5622 8.3688 10.2962 0.024 -0.0594 -0.1715
O 8.0373 9.6983 24.3055 0.0511 -0.5385 0.3231
O 5.8024 -1.9043 9.4638 0.0021 -0.0245 -0.6924
O 9.5259 0.6638 10.0101 0.0351 0.0219 -0.018
O 9.639 -1.9353 9.5144 0.0164 -0.0192 -0.6365
O -5.7546 3.3196 10.2502 -0.0129 -0.0099 -0.1299
O -5.7986 5.8468 9.5693 -0.0099 -0.0108 -0.5627
O 9.6306 8.3647 10.3753 0.0168 -0.041 -0.2206
O 9.53 -4.4516 10.2805 0.031 0.0194 -0.1849
O 8.6007 -2.0409 15.4371 -0.0549 -0.0114 -0.0238
O -1.8407 0.6032 10.1007 -0.029 0.0215 -0.074
O -5.2231 -1.5044 19.0157 0.0235 0.0922 -0.0059
O -1.8046 3.272 10.1734 -0.029 -0.0355 -0.1341
O 3.6909 0.8837 18.6249 0 0.0351 0.0486
O -1.8252 8.339 10.1147 -0.0325 0.0469 -0.0659
O -1.2406 -4.7136 14.386 0.0043 -0.0585 -0.1052
O 4.2115 6.9462 16.3849 0.0245 -0.041 0.0457
O -1.9165 -1.9555 9.5186 -0.0159 -0.003 -0.632
O 2.7807 9.2799 16.31 0.0238 -0.0287 0.0413
O 7.5462 6.7662 19.0223 0.0288 0.0234 -0.1399
O 3.4838 -1.2457 15.9824 0.009 0.0158 -0.0456
O 7.5933 2.4058 18.1398 -0.0025 -0.0086 0.0144
O -5.5746 -5.6441 12.624 -0.0386 -0.0073 -0.1337
O 4.6576 7.7111 22.7412 -0.2298 -0.1537 0.2096
O 1.2883 9.6101 20.9254 0.0567 -0.0857 0.0952
O 9.4042 -3.5066 17.4592 -0.0087 -0.0322 -0.1084
O -5.7267 8.2122 14.7206 -0.0281 -0.0363 -0.0174
O 3.3395 10.9745 20.0281 0.0924 -0.025 0.0756
O 0.2035 1.881 11.2711 0.0378 -0.0089 0.0922
O 4.3007 -1.713 18.473 0.0099 0.0834 -0.0083
O -3.7567 -5.5018 14.5606 -0.0245 -0.0401 -0.0372
O -1.4983 5.3471 19.1802 -0.0132 -0.0844 0.0004
O 9.3932 7.2162 17.1531 0.0168 -0.0078 0.0055
O -0.6522 2.8374 19.5478 0.0126 -0.0013 0.0547
O 3.1755 10.6249 22.5771 0.2407 -0.0282 0.3023
O 0.0819 8.2453 24.4519 0.0105 -0.1093 0.1507
O -0.6508 -2.2504 14.8754 -0.012 -0.0334 -0.0493
O 0.7594 7.2049 22.042 0.0374 -0.1668 0.3844
O 2.3549 1.1269 16.3204 -0.0062 0.0607 0.0245
O 5.4233 9.3337 16.1004 0.0867 0.0117 -0.0517
O 5.3178 6.7742 20.4509 0.0273 0.033 0.0827
O 6.8694 6.7702 16.4682 -0.0038 -0.0062 -0.0781
O 1.1608 -0.6079 22.1329 0.013 0.1388 0.119
O -1.2568 3.7666 17.0914 0.0163 -0.0134 -0.0378
O -5.7221 2.9347 14.5177 -0.0046 -0.0126 -0.0124
O 5.7579 -4.4515 10.0821 -0.0094 0.0057 -0.0623
O 9.2704 -4.6049 15.0149 -0.0365 0.004 -0.0363
O -3.6961 1.7629 20.9828 0.037 0.0381 0.0219
O -5.5653 5.5676 15.0697 -0.0265 0.0267 0.0126
O 3.4073 -4.5253 14.3581 0.0322 -0.0483 -0.0169
O 7.9341 -4.1225 22.082 -0.0196 -0.1134 0.2912
O -3.6902 7.1198 16.1354 -0.0309 -0.0332 0.0254
O 3.796 10.2141 25.0286 0.0166 -0.1353 0.1752
O -1.0334 -1.9992 21.8574 -0.0542 0.0211 0.0961
O 5.2806 1.7509 12.3635 0.1612 -0.0048 -0.2378
O -2.4335 -4.0391 19.2669 -0.0119 0.037 -0.0274
O 9.7667 7.5195 23.2242 -0.0672 0.0563 0.1019
O 3.468 -0.5189 24.9501 0.3865 -0.1483 -0.0101
O 4.2604 5.3097 24.0921 -0.0258 -0.0048 0.2045
O 7.7902 5.9321 23.9932 -0.0637 0.2257 0.4251
O 9.5023 3.7784 16.9743 0.0051 0.0467 -0.0256
O -2.3217 9.3866 12.4312 0.0128 0.0023 -0.1296
O 3.2243 -3.646 16.9379 -0.0357 -0.0232 -0.0297
O 4.1057 2.9606 14.3926 0.0051 -0.0065 0.0032
O 2.6185 2.1463 12.3446 -0.1784 -0.0013 -0.2531
O 7.2496 7.7745 22.0779 0.1253 -0.0177 0.1899
O 7.2749 0.9592 21.6337 0.0559 0.0742 0.1431
O -3.5324 1.6784 23.7225 0.1258 0.4404 0.5816
O 0.3424 0.329 19.1853 -0.0008 0.1013 0.0715
O -1.299 7.228 17.2496 0.0112 -0.0352 -0.1069
O 9.8036 0.7969 22.4382 0.0227 0.0082 0.0685
O -5.2181 1.7233 12.2641 -0.038 0.0117 -0.105
O 7.0127 -1.6352 21.8494 -0.0121 0.0249 0.1223
O 0.5092 1.4898 23.8028 -0.1907 0.3161 0.5267
O -3.1147 3.1416 18.8539 0.0137 0.0088 0.0252
O -3.3275 7.308 22.0222 -0.1093 -0.1113 0.21
O 1.1026 1.8643 21.1873 -0.0155 0.0495 0.0199
O 7.9995 1.9125 24.0854 -0.061 0.0031 0.287
O -1.2457 -3.8833 16.9166 0.0069 -0.0105 -0.0394
O 0.5254 -2.314 24.0049 -0.0311 -0.0258 0.3675
O -1.6825 5.5861 15.181 0.0298 -0.0087 -0.0145
O 5.7017 -3.5176 20.6535 0.1239 0.0113 0.0818
O -3.8235 5.6713 24.0355 0.0413 -0.4498 0.3284
O -1.4715 2.944 14.6214 -0.0027 0.0256 0.0201
O 0.3176 10.8273 25.0529 -0.0233 0.0983 0.3975
O -3.5127 8.2854 24.4697 -0.0289 -0.1423 0.1652
O 7.7217 2.0119 11.4394 0.0042 -0.0104 0.0348
O 4.6305 7.5935 25.3299 -0.1339 0.0984 0.0278
O 2.1043 -4.4465 10.1678 -0.0092 0.0471 -0.1531
O 4.0992 -2.8324 24.0606 0.0271 0.0909 0.147
O 1.0376 -4.2246 15.5983 -0.0399 -0.0153 -0.0099
O 7.9739 -0.5122 25.0488 -0.0054 0.0712 0.376
O 7.5527 -5.8213 11.4814 -0.0085 0.019 0.0363
O -4.9234 -0.5036 16.5805 -0.0077 0.0059 -0.0587
O -5.0801 -4.0655 19.7838 -0.0266 0.0006 -0.0475
O 7.6852 -3.1493 24.5131 0.1091 0.0244 0.0102
O 5.3972 5.3931 18.2284 0.013 0.0308 -0.0712
O 1.7109 -1.6389 17.9339 -0.0206 -0.0237 0.0313
O 5.1638 -0.2377 20.5154 -0.0061 -0.0032 0.0714
O 8.6111 3.1562 21.8752 0.0285 -0.0379 0.0808
O 8.8933 5.7378 21.5794 0.0281 0.1031 0.1185
O 1.3343 -3.2341 21.5266 -0.0362 0.1994 0.2235
O -3.4256 10.8655 24.9259 0.0034 0.0362 0.3395
O 5.3487 0.0075 23.1551 0.0315 0.0324 0.1396
O 6.1558 0.1714 18.0871 0.0216 -0.0034 -0.0151
O 5.7861 10.7196 23.4095 -0.021 -0.0507 -0.0094
O -1.1888 8.8867 21.4748 -0.0499 -0.1113 0.0687
O -2.6111 -2.2859 23.9421 0.0551 0.0172 0.1079
O -0.3245 -0.3865 16.7334 -0.0364 0.0669 0.0011
O 7.5549 9.0776 17.6568 0.0478 -0.027 -0.0068
O -2.0696 -4.4743 10.2884 0.0154 -0.002 -0.189
O -0.7154 -2.0575 18.7953 0.0069 0.0384 0.0071
O 1.2865 -0.5113 14.5809 -0.028 -0.006 -0.0037
O 3.9795 8.3495 14.1299 0.0082 0.1103 0.0584
O -3.3401 0.3812 18.6459 0.0034 0.0151 0.0222
O -3.4181 -3.0775 21.5553 -0.0043 0.1215 0.0751
O 5.4251 9.35 20.7973 0.0349 -0.1427 0.1381
O 5.0906 -5.4521 12.4052 0.1367 -0.0071 -0.2356
O 8.0652 -2.8579 19.7067 -0.0625 0.0191 0.0195
O -3.6247 1.3203 14.4023 -0.0597 0.0369 -0.0237
O 0.0525 7.5789 19.5317 -0.0083 -0.1222 -0.0623
O 2.4498 9.5534 12.3389 -0.1655 -0.0163 -0.2358
O -3.2897 -0.4995 22.1627 -0.0226 0.0686 0.0665
O 6.7756 4.5898 20.4325 0.0532 0.0379 0.0215
O 8.0766 0.4105 16.4193 0.0161 -0.0416 -0.0164
O -1.2153 0.2882 14.318 -0.03 0.0687 -0.0523
O -2.1655 1.849 12.3499 0.0248 0.0189 -0.1083
O 7.0622 -4.0752 16.4135 -0.016 0.0263 -0.0509
O 2.98 1.1429 22.8442 -0.0441 0.0014 0.029
O -3.0575 -2.0455 17.5696 -0.0512 0.0718 -0.0382
O 5.501 4.6542 15.7153 0.0395 0.071 0.0036
O 0.3305 5.5637 24.1015 -0.0426 -0.3291 0.2542
O 3.818 3.1377 17.0821 0.0185 0.0224 0.0339
O -3.5828 9.7625 21.0248 -0.0689 -0.0631 0.0388
O -2.5874 7.7376 19.5318 -0.0408 -0.0758 0.0124
O -5.4064 1.8467 18.8381 0.0491 -0.0342 0.0241
O 9.1616 4.193 19.4827 0.0056 -0.0258 -0.0113
O 5.9716 1.9876 16.0725 0.0061 0.0353 -0.0174
O 1.7147 2.5228 18.5703 -0.0095 0.0559 0.0813
O 2.4202 7.2379 24.0517 0.0462 -0.0613 0.0526
O 3.6894 0.4036 14.0139 0.0101 0.0824 -0.001
O 9.4827 0.202 14.2653 -0.0125 0.0072 0.0079
O -1.7173 8.198 14.7639 0.0217 -0.0209 -0.0366

Results
free energy: -271812.421 eV
free energy less fixed offsets of O -568.88, Si -635.61 eV per atom: -11.461 eV

The program warned: the cutoff lies below the one the program advises for these potential files; the exchange-correlation potential is rough where the density is thin.
